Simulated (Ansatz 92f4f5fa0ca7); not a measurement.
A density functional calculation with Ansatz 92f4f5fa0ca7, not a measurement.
Periodic cell of 138 atoms, Si78O60, from a study of silicon, its oxide and their interface. The atomic structure is a simulated model.

Settings
functional: r2SCAN
potential files: Ansatz norm-conserving
basis: plane waves
wave-function cutoff: 1300 eV
density cutoff ratio: 4
exchange-correlation grid ratio: 1
k mesh: 2 x 2 x 1, shifted by 0.5 0.5 0.5 of a step
self-consistency stop: 5e-10 eV per atom in the density residual
occupations: Fermi-Dirac, 0.05 eV
spin: none
net charge: 0

Cell vectors (angstrom)
a	10.9001	0.0225	-0.0286
b	0.0225	10.8359	-0.0223
c	-0.0506	-0.0395	19.9733

Atoms: element, x, y, z (angstrom)
Si	2.3918	0.3684	8.619
Si	6.0599	10.4299	12.3096
Si	6.6188	9.9433	17.2154
Si	8.1917	8.0222	19.0096
Si	8.6662	3.3743	18.0242
Si	10.4869	0.803	0.1424
Si	3.3502	1.3902	17.9479
Si	5.448	7.5142	12.6705
Si	1.2344	1.2042	1.609
Si	4.2245	4.2373	1.395
Si	1.5771	7.005	1.1884
Si	4.3638	9.4264	1.2997
Si	6.8487	1.5271	1.3143
Si	9.7138	3.9938	1.2467
Si	6.7458	6.6381	0.98
Si	9.6823	9.6851	1.0209
Si	2.9145	10.7326	2.753
Si	10.8219	2.7539	2.8158
Si	2.6969	5.4603	2.6751
Si	10.8988	8.2731	2.5089
Si	8.1595	10.8379	2.5248
Si	5.5792	2.8074	2.6761
Si	8.1	5.4581	2.44
Si	5.3909	7.883	2.8023
Si	4.0161	1.4656	4.0297
Si	1.2736	4.1809	4.2754
Si	3.9143	6.6871	4.3561
Si	1.4657	9.3863	4.2139
Si	9.5206	1.1035	4.0383
Si	6.9364	4.2017	3.9378
Si	9.6899	6.6745	3.7896
Si	6.8603	9.3542	4.0022
Si	10.8552	0.0904	5.6749
Si	2.7414	2.7042	5.6449
Si	10.7951	5.5531	5.4835
Si	2.6579	8.1698	5.8786
Si	5.6175	10.776	5.2023
Si	8.3632	2.5294	5.2902
Si	5.5084	5.3612	5.4553
Si	8.2885	7.9739	5.3503
Si	1.2136	1.6751	7.1668
Si	4.1523	3.9913	7.0615
Si	0.808	7.1363	7.1142
Si	4.3795	9.6202	6.8053
Si	7.1192	0.9594	6.6493
Si	9.6103	4.0167	6.6581
Si	6.9638	6.641	6.6451
Si	9.8222	9.1349	6.879
Si	1.1856	8.2775	9.0209
Si	0.6562	4.8659	0.0195
Si	0.4234	4.3472	8.8575
Si	3.7975	6.7626	10.2123
Si	0.4383	8.6422	13.6476
Si	6.1613	3.0001	7.1222
Si	6.593	3.3021	15.5922
Si	8.6476	5.2003	10.5266
Si	1.817	2.8274	0.0126
Si	1.484	2.7182	13.3153
Si	3.3365	1.1628	11.6048
Si	10.0558	0.8348	13.6116
Si	5.4295	0.2321	0.0617
Si	7.6301	4.6122	7.8082
Si	9.4123	5.4915	17.8824
Si	8.5466	0.1152	11.0275
Si	10.1263	6.4296	15.0792
Si	8.6962	2.2866	19.9394
Si	4.2462	4.0558	17.0238
Si	7.3165	0.3208	15.1598
Si	5.7123	8.1165	7.9115
Si	2.0667	4.9379	15.1518
Si	3.1743	7.7797	14.5318
Si	4.9762	5.6622	19.6107
Si	3.7129	9.4456	17.0055
Si	7.8016	5.238	13.3181
Si	9.6278	8.0616	10.9989
Si	3.0275	8.1143	19.8628
Si	2.5867	3.8309	10.7092
Si	7.9613	10.2144	8.1451
O	6.6473	6.4706	13.0667
O	8.6323	0.2403	9.4423
O	2.8135	4.7248	16.6187
O	10.6157	7.9501	14.8755
O	7.1265	8.1073	0.2445
O	10.7686	8.0812	9.8964
O	10.0638	4.5075	9.9276
O	1.8992	1.9335	18.5102
O	4.5009	0.168	12.1215
O	3.3905	5.1468	10.3879
O	1.4088	9.8922	8.6758
O	5.2349	9.261	16.7786
O	7.5332	3.2739	16.9112
O	8.8608	0.7279	14.7061
O	4.404	6.8066	11.7283
O	0.0176	2.1752	13.6646
O	3.2482	0.139	16.8616
O	2.4457	7.5714	9.7907
O	6.6267	10.4282	13.8663
O	2.3105	1.4388	12.8955
O	4.3366	2.5206	17.3179
O	10.8804	3.2922	7.5603
O	7.5626	5.0954	9.3423
O	4.8071	7.3661	9.1138
O	2.0104	8.4317	13.6745
O	1.4769	3.7795	11.9747
O	2.5294	0.7464	10.283
O	3.2787	3.3939	0.3129
O	2.8413	6.1957	14.4984
O	8.3778	6.4553	18.7889
O	-0.002	5.5999	18.5831
O	9.0718	5.9584	13.9744
O	4.7101	7.9466	14.0761
O	4.0427	0.9186	19.4159
O	0.4696	5.2172	15.2261
O	10.5853	7.8296	12.3533
O	9.6389	0.759	12.0223
O	7.2264	3.994	14.2651
O	2.943	9.0018	18.4199
O	0.0938	10.2623	13.7853
O	5.1814	4.2189	15.6925
O	3.866	10.782	8.0754
O	8.6707	9.2977	11.1827
O	4.0831	6.9419	19.3432
O	7.6924	8.7599	17.5724
O	3.7706	2.6941	11.157
O	6.7658	9.217	8.7141
O	8.2871	4.5075	11.8931
O	9.3934	6.3429	16.5265
O	6.3814	1.693	15.3264
O	0.869	5.6787	7.9946
O	5.9428	8.875	11.9191
O	9.5087	8.7024	19.6949
O	1.7608	3.6725	9.4177
O	7.0404	0.5649	11.5025
O	5.046	4.764	18.3266
O	8.634	6.8406	10.7716
O	2.1512	3.5061	14.4787
O	2.9428	8.5134	15.9066
O	6.3652	10.7174	18.6328

Results
free energy: -37012.350 eV
free energy less fixed offsets of O -463.61, Si -117.95 eV per atom: 4.350 eV
pressure: -1.61 GPa
stress xx, yy, zz, yz, xz, xy (GPa, positive in tension): 0.93, 1.94, 1.95, -1.45, -1.05, -1.33

Forces (eV/angstrom), in the order of the atoms: element, x, y, z
Si	-0.6801	-1.4747	3.7967
Si	-0.8504	0.4924	1.2171
Si	1.9253	0.1171	0.1455
Si	-0.704	1.2758	-0.8484
Si	0.5907	-0.0504	-0.2771
Si	-0.5827	-0.9886	-0.3563
Si	-0.0946	-1.1544	1.7425
Si	1.4607	0.2366	1.2712
Si	0.543	1.1946	0.5641
Si	-0.4352	0.3204	-0.815
Si	-1.2807	-1.8623	0.4078
Si	-0.3558	0.1829	1.2617
Si	0.8623	-0.2058	-0.4152
Si	-0.5923	1.3433	0.339
Si	-1.5253	1.1119	0.4209
Si	0.5893	0.9523	1.2918
Si	-0.7998	-0.503	-0.5017
Si	0.661	-0.8103	1.2788
Si	-0.1361	0.6292	1.4532
Si	0.9731	-0.085	0.502
Si	-0.4005	-1.3597	-0.022
Si	-1.0847	0.3647	0.7071
Si	2.2154	-0.2195	-0.634
Si	0.2295	-0.1066	-0.3708
Si	1.2384	-0.1852	0.5659
Si	0.8865	-0.8592	-0.8842
Si	0.2801	0.4992	-0.7285
Si	-0.2246	0.9069	-0.1145
Si	1.2537	0.7132	-0.9538
Si	-0.4462	-0.9026	1.1782
Si	-1.6057	0.7501	-0.1201
Si	0.6902	-1.1144	-1.1492
Si	0.4139	-0.7834	-0.0413
Si	-0.3274	0.7225	-0.368
Si	0.3045	1.2426	-0.7629
Si	0.0432	-0.3522	-0.9321
Si	-1.3215	1.0868	0.3074
Si	-0.9128	1.1469	0.4537
Si	-0.9108	-0.4646	-0.2136
Si	1.1435	0.9449	-0.8294
Si	-0.7687	0.5063	-2.4293
Si	0.4778	0.4672	-0.883
Si	-0.1526	0.4481	-0.5653
Si	-1.3418	0.6947	0.6353
Si	-0.51	0.9218	-0.1382
Si	-1.3863	-0.5719	-0.7705
Si	0.0154	-0.6734	0.4235
Si	-1.023	-0.2483	-0.6687
Si	0.6157	0.3508	-0.2379
Si	-1.5606	2.1097	-0.3045
Si	-0.8804	1.4991	-0.5229
Si	-1.1228	-1.1673	0.3057
Si	-2.1773	1.0219	-1.4522
Si	-0.6547	-0.6647	0.4815
Si	-1.0719	-0.1081	-1.3538
Si	1.33	1.5593	-1.6298
Si	0.0741	-1.298	-0.9899
Si	-0.726	0.6426	-3.376
Si	-0.2137	1.4691	0.8064
Si	1.0509	-2.0502	-0.9435
Si	0.2805	-0.047	-1.5871
Si	0.4604	1.1078	-1.1224
Si	0.4928	1.6963	1.5029
Si	-0.5525	-1.7693	0.8595
Si	1.2921	-1.6347	1.1988
Si	-0.6198	-0.511	1.2074
Si	0.6169	2.863	-0.2005
Si	-1.2732	0.8874	-0.0227
Si	0.2816	0.1469	2.2518
Si	-0.0029	1.3056	1.6042
Si	0.3437	-0.9898	-0.0387
Si	0.9975	-0.3475	3.3958
Si	-4.5663	-1.6038	0.9378
Si	-2.0123	0.114	-0.0434
Si	1.8175	-0.5692	2.1766
Si	1.5297	0.7731	-2.2231
Si	2.5673	-0.9539	4.909
Si	1.5376	-0.4075	0.5709
O	1.1294	-1.3868	0.007
O	-0.1003	0.5596	-1.1121
O	0.2213	-0.404	0.445
O	0.1466	-0.8923	0.6452
O	0.5093	-0.0945	-0.311
O	-0.0815	0.6717	-0.6883
O	0.828	0.5727	-0.8983
O	0.8924	0.6992	-0.452
O	0.4754	0.4279	-0.1066
O	0.784	2.2632	-0.807
O	0.3415	-0.4362	0.3117
O	1.4949	-0.5415	-0.0815
O	-1.2299	0.2748	-1.0782
O	-0.387	0.2237	0.0756
O	-0.7723	0.633	-1.1397
O	-0.8097	-0.0454	1.0558
O	0.1108	2.2355	0.8857
O	0.1627	0.1956	1.1833
O	-0.2297	-0.1547	-0.5367
O	1.5956	-1.6654	-1.2167
O	-1.3177	-2.0792	0.6269
O	0.8563	-1.0493	1.4994
O	-0.013	-0.7835	1.2699
O	1.2404	-0.3464	-0.4669
O	-0.4112	0.6452	-1.8864
O	0.8119	-0.6987	0.2325
O	-0.406	-1.0825	-1.9669
O	1.3723	0.2285	0.2223
O	-0.1606	-0.7656	0.1147
O	0.6779	-1.0571	-0.4973
O	0.1889	-1.0313	0.441
O	-0.0442	-0.2461	-0.2006
O	-0.0995	0.0262	-0.9474
O	0.0064	-0.0743	-1.4939
O	-1.2017	2.0291	-0.2422
O	0.3335	1.6366	0.6811
O	-0.8508	0.3579	-0.4053
O	1.1832	1.2284	-0.7216
O	0.463	-0.4681	0.6268
O	-0.2237	-0.2711	-0.2211
O	1.6346	-1.1494	0.8982
O	0.7279	-1.0802	-1.7989
O	-0.1582	1.8141	0.2563
O	-1.018	0.6881	-0.2847
O	0.6045	-0.6812	1.7578
O	-0.9664	0.8197	-0.5257
O	0.1695	-0.1107	-0.775
O	-0.8886	0.1638	1.9989
O	0.1675	-0.1626	-1.1319
O	0.6022	0.6667	-0.1719
O	-0.5301	-1.8207	1.9415
O	0.2816	-0.4647	0.135
O	-1.1586	-1.1889	-1.5744
O	-2.5688	-1.466	-2.5892
O	0.277	-0.8013	-0.1978
O	-0.7238	-1.1604	-2.8217
O	0.4466	-2.0149	-0.1695
O	1.149	0.1677	0.8779
O	0.7413	0.6102	1.6819
O	-0.477	0.117	0.3239
